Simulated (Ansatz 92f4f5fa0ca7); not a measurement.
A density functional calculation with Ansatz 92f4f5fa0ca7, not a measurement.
Periodic cell of 189 atoms, Si117O72, from a study of silicon, its oxide and their interface. The atomic structure is a simulated model.

Settings: functional PBE; potential files Ansatz PAW; basis plane waves; wave-function cutoff 700 eV; density cutoff ratio 5; exchange-correlation grid ratio 2; k mesh 2 x 2 x 1, shifted by 0.5 0.5 0.5 of a step; self-consistency stop 5e-08 eV per atom in the density residual; occupations Fermi-Dirac, 0.05 eV; spin none; net charge 0.

Cell vectors (angstrom)
a, 11.6977, -0.0003, 0.1073
b, -0.0928, 11.4507, -0.1162
c, -4.0131, -0.2532, 25.4026

Atoms: element, x, y, z (angstrom)
Si, -0.8218, -1.3171, 0.0711
Si, -0.9458, 4.1905, 0.1888
Si, -0.9797, 7.1098, 0.3862
Si, 3.0847, -1.1135, 0.0565
Si, 3.0104, 4.1873, -0.0877
Si, 2.9964, 7.2873, 0.4191
Si, 6.9639, -0.375, -0.0639
Si, 7.1742, 3.787, 0.0838
Si, 6.8546, 6.7983, 0.2984
Si, 1.0519, -0.4421, 1.418
Si, 1.0786, 3.6279, 1.2079
Si, 0.8953, 7.2294, 1.5513
Si, 4.9474, -0.555, 1.4906
Si, 5.0126, 3.4141, 1.2014
Si, 4.8833, 7.1818, 1.7205
Si, 8.8338, -0.2895, 1.3976
Si, 8.8377, 3.6487, 1.7711
Si, 8.6325, 7.3493, 1.6235
Si, 1.0622, 1.5321, 2.5794
Si, 1.0012, 5.2129, 2.9223
Si, 0.8817, 9.1791, 2.8837
Si, 4.8864, 1.4689, 2.529
Si, 4.8398, 5.2176, 2.926
Si, 4.9271, 9.1594, 2.9729
Si, 9.0588, 1.5712, 2.7587
Si, 8.6862, 5.4409, 2.987
Si, 8.7627, 9.3452, 2.8736
Si, -0.701, 1.4104, 4.13
Si, -0.9273, 5.298, 4.2987
Si, -1.0093, 9.2414, 4.1022
Si, 3.0637, 1.4056, 4.0887
Si, 2.9954, 5.2453, 4.1416
Si, 2.9504, 9.0136, 4.2236
Si, 6.9058, 1.4887, 4.1497
Si, 6.6668, 5.2535, 4.3962
Si, 6.8707, 9.062, 4.1969
Si, -0.8838, -0.3952, 5.4998
Si, -0.9816, 3.3604, 5.4222
Si, -1.0341, 7.2764, 5.6271
Si, 3.0535, -0.3064, 5.6689
Si, 2.9526, 3.3344, 5.5544
Si, 2.9025, 7.1828, 5.5328
Si, 6.9118, -0.376, 5.6989
Si, 6.8846, 3.2603, 5.5615
Si, 6.7712, 7.3233, 5.6893
Si, 0.8965, -0.3423, 7.0167
Si, 0.9217, 3.4071, 6.8915
Si, 1.004, 7.2774, 6.9046
Si, 4.8728, -0.3308, 7.1086
Si, 4.8797, 3.3203, 6.9214
Si, 4.8589, 7.2257, 6.925
Si, 8.8625, -0.4474, 7.2254
Si, 8.7739, 3.3904, 6.9991
Si, 8.6977, 7.3902, 6.9825
Si, 0.9477, 1.5113, 8.2139
Si, 0.9429, 5.3519, 8.1394
Si, 1.0183, 9.2092, 8.3971
Si, 4.9239, 1.3952, 8.4028
Si, 4.891, 5.3468, 8.3162
Si, 4.7588, 9.1758, 8.4522
Si, 8.8348, 1.4702, 8.2674
Si, 8.806, 5.4208, 8.2336
Si, 8.6672, 9.1163, 8.5302
Si, 10.6635, 1.5346, 9.7915
Si, 10.6474, 5.4419, 9.7302
Si, 10.7185, 9.0992, 10.0441
Si, 2.9238, 1.4343, 9.6634
Si, 2.7884, 5.2493, 9.5491
Si, 2.6869, 9.0703, 9.8609
Si, 6.8969, 1.4346, 9.6919
Si, 6.8357, 5.2802, 9.7041
Si, 6.5635, 9.1915, 9.8236
Si, 10.7793, -0.1704, 11.2897
Si, 10.653, 3.3784, 10.9389
Si, 10.7777, 7.1402, 11.4158
Si, 2.969, -0.1264, 11.1921
Si, 2.8392, 3.3681, 10.6531
Si, 2.687, 7.0434, 11.1033
Si, 6.8951, -0.2676, 11.328
Si, 6.9002, 3.3887, 10.9338
Si, 6.7441, 7.2596, 11.102
Si, 0.9472, 0.3249, 12.7032
Si, 1.0079, 3.3198, 12.1115
Si, 1.009, 6.4013, 12.6273
Si, 4.7442, 0.4387, 12.5301
Si, 4.8844, 3.3491, 12.0685
Si, 4.7066, 6.4412, 12.3259
Si, 8.6791, -0.6601, 12.653
Si, 8.8431, 3.3158, 12.3962
Si, 8.5187, 7.5943, 12.5179
Si, 0.8321, -0.4487, 23.2546
Si, 10.8282, 6.5652, 20.8907
Si, 0.1307, 11.0842, 15.4352
Si, 7.2894, 8.2383, 15.116
Si, 4.6358, 7.666, 15.2916
Si, 8.0949, 3.7552, 15.3411
Si, 1.7646, 6.1265, 15.6926
Si, 5.3267, 11.7993, 17.6499
Si, 5.7549, 3.587, 17.2125
Si, 2.5557, 3.8239, 17.2378
Si, 9.9113, 3.901, 22.2993
Si, 0.6699, 11.2341, 20.1255
Si, 6.5256, 0.0927, 22.8128
Si, 1.1725, 6.1638, 18.6203
Si, 9.2525, 2.9546, 19.7318
Si, 9.7476, 9.6128, 16.8401
Si, 8.6249, 7.8205, 19.1079
Si, 5.0239, 2.4187, 23.5101
Si, 7.0757, -1.029, 19.988
Si, 2.123, 0.8261, 17.7431
Si, 7.2788, 2.89, 21.9085
Si, 1.6103, 8.1045, 20.6671
Si, 8.0174, 5.0247, 17.9342
Si, 9.5575, 11.7158, 18.9468
Si, 9.4646, 1.2335, 14.5487
Si, 5.2299, 10.2336, 15.06
Si, 2.4699, 8.6809, 23.3218
O, 1.5095, 12.1426, 19.1892
O, 2.1609, 7.311, 19.4454
O, -1.0378, 5.6176, -0.3432
O, 6.2971, 2.7207, 24.6228
O, 7.5853, 1.3552, 22.5006
O, 0.3059, 7.7349, 21.4623
O, 7.6294, 2.8607, 20.274
O, 1.9623, 4.6473, 15.8548
O, 3.0783, 3.6221, -1.8324
O, 4.2068, 9.3019, 15.4892
O, 6.4101, 7.7291, -1.2396
O, 9.2393, 10.9098, 17.4273
O, 5.2175, 0.6884, 23.1941
O, 6.2022, 7.2447, 15.9676
O, 1.0437, 9.6373, 23.1603
O, 10.5268, 5.4923, 22.0285
O, 6.5337, 9.3397, 14.3969
O, 8.9243, -2.2814, 12.6946
O, 6.9973, 5.3436, -0.3143
O, 1.0387, 1.8853, 13.0293
O, 1.1594, 6.77, 14.249
O, 0.7498, 0.2577, 21.7493
O, 1.0012, -0.5712, 14.0697
O, 4.7396, 4.8402, 12.9287
O, 4.675, 1.9858, 13.0256
O, 3.4092, 6.7802, 16.1433
O, 1.0105, 4.7247, 12.976
O, 4.1963, 3.8934, 17.2925
O, 8.336, 4.083, 13.8225
O, 9.3911, 1.8136, 13.2025
O, 1.9976, 4.8191, 18.5169
O, 8.0136, 6.7129, 18.3187
O, 8.4889, 4.846, 16.2722
O, 6.6697, 4.3378, 18.2285
O, 5.6217, 3.119, 22.0737
O, 8.0539, 7.1405, 13.9882
O, 7.7709, 3.086, -1.3512
O, 5.9073, 1.9877, 17.964
O, 9.4259, 7.5046, 20.5732
O, 10.986, 9.7426, 15.9756
O, 0.9216, 6.6807, 16.9973
O, -0.6056, -0.326, 24.1119
O, 6.487, 3.5413, 15.6732
O, -0.6022, -0.5673, -1.3418
O, -0.8649, 8.6212, -0.6162
O, 5.7997, 10.8048, 18.7698
O, 9.8637, 1.8208, 18.7885
O, 5.8055, 11.2555, 16.1828
O, 3.5261, 9.6836, 24.0741
O, 6.3619, -0.937, 21.7026
O, 10.8563, 11.0814, 19.6697
O, 7.5869, -2.5557, 19.7815
O, 4.5547, -0.357, 13.9265
O, 8.3444, 3.8538, 22.5193
O, 8.638, 2.2458, 15.6058
O, 1.886, 0.3008, 24.1988
O, 1.2291, 11.4871, 16.5725
O, 1.9631, 2.4031, 17.362
O, 3.5798, 11.8701, 17.5302
O, 8.7185, -0.2159, 14.3108
O, 1.3409, 9.6005, 19.9742
O, 8.2411, -0.0886, 19.9091
O, 2.9574, 5.77, -0.4158
O, 2.8718, -2.7003, -0.2922
O, 8.4043, 8.8017, 16.1644
O, 4.576, 7.3201, 13.8103
O, 9.9124, 8.4651, 18.2433
O, 9.2354, 4.4317, 19.0122
O, 10.9279, 0.98, 15.442
O, 2.8654, 8.2493, 21.7433
O, -0.1326, 5.9412, 19.3085
O, 10.1696, 3.0442, 21.0568

Results
free energy: -115310.310 eV
free energy less fixed offsets of O -569.03, Si -635.61 eV per atom: 26.220 eV
pressure: 1.39 GPa
stress xx, yy, zz, yz, xz, xy (GPa, positive in tension): -0.22, -4.55, 0.6, -1.04, 0.23, -1.18

Forces (eV/angstrom), in the order of the atoms: element, x, y, z
Si, -0.0465, 2.5024, -0.2067
Si, -1.1571, -6.0564, 1.6891
Si, -1.1977, 2.4068, -1.2597
Si, -0.0906, 2.6072, -0.3451
Si, 0.658, -1.8401, -2.6645
Si, -1.4304, -0.634, -0.5769
Si, -1.7229, -0.3496, -2.0665
Si, -0.2142, -1.1323, 0.7678
Si, -2.3831, 3.4371, -1.6528
Si, 0.2974, -1.9904, -1.0195
Si, 0.0142, -0.776, 0.4735
Si, 1.6756, -0.3822, 1.6341
Si, 0.617, -1.419, -1.1656
Si, -0.3946, 0.5907, -0.4309
Si, 1.0174, 0.2034, -0.6436
Si, 1.1305, -0.7307, -0.7147
Si, 0.9474, -0.9342, -1.9498
Si, 1.3605, 0.0767, -0.0634
Si, 0.7822, 0.6462, 0.3153
Si, -0.0785, 1.0641, -0.389
Si, 1.6763, 0.1914, -0.6873
Si, 0.6101, 0.4014, 1.4461
Si, 1.3468, -0.5978, -1.1299
Si, -0.1507, 0.0089, -0.4923
Si, -0.6104, -0.2559, 1.3954
Si, -0.3464, 1.1329, 2.3915
Si, -0.6885, -0.0885, -0.5351
Si, -0.9963, 1.157, -0.9817
Si, -0.8087, 1.0463, -1.1411
Si, -0.4608, -1.7002, 0.4054
Si, -0.545, 0.9728, -0.5981
Si, -1.4545, -0.2365, 1.4467
Si, -0.6764, 1.8064, -0.0831
Si, 0.2983, -0.9338, -1.3281
Si, 1.1754, 0.8851, -0.2449
Si, -0.0852, 1.284, 0.8492
Si, -0.7646, 0.1041, 1.9506
Si, -0.0355, -0.8068, 1.3617
Si, 0.6021, 0.5513, -0.7609
Si, -1.1548, -1.3981, -0.1366
Si, -0.2276, -0.1001, -0.2392
Si, 0.5016, -0.715, 0.428
Si, -0.1504, -0.5523, 0.198
Si, -0.5712, 0.8282, 0.9945
Si, 0.1907, -1.0118, -0.7231
Si, 1.2811, -1.3896, -1.063
Si, 0.1751, -0.0759, -0.978
Si, -0.4351, 0.7612, 0.0548
Si, 0.842, -2.0862, -1.3087
Si, 0.4299, 0.0883, 0.5889
Si, -0.7331, 0.8024, 0.9968
Si, -0.0003, -1.0377, -2.3446
Si, 0.4604, 0.2381, -0.8987
Si, 0.1294, -0.6185, 0.2387
Si, -0.0033, 0.8727, 1.86
Si, -0.7062, -0.1037, 0.9995
Si, -2.1207, -0.3721, -0.9127
Si, -0.2312, 2.2084, 0.8042
Si, -0.3056, -0.7845, -0.0995
Si, -1.3436, -0.4331, -0.9521
Si, -0.2318, 1.1208, 1.8511
Si, -0.7007, -0.3576, 0.8267
Si, 0.3017, 0.335, 0.9832
Si, 0.1683, -1.1938, -2.1189
Si, 0.6971, -0.4156, -0.2958
Si, 0.4326, 0.6996, -0.9007
Si, -0.45, -0.2789, -2.8751
Si, 0.5236, 1.7438, -1.2328
Si, 2.192, 1.1969, 0.8763
Si, 0.5456, -0.1126, -0.2731
Si, 0.5335, 1.4873, -0.9617
Si, 1.1575, 0.4709, 0.3318
Si, -0.685, -1.3867, 1.447
Si, 0.8844, 2.5002, 1.2318
Si, -1.0177, -0.427, 0.5592
Si, -1.659, -2.1828, 1.3667
Si, 0.8738, -0.0278, 2.5619
Si, 0.8451, -0.6632, 0.3824
Si, -2.1146, 0.3212, -0.3139
Si, 0.4512, -0.8454, 0.9804
Si, -1.2175, -1.48, -0.1091
Si, 0.7755, -1.8729, -2.1361
Si, -0.4562, -0.404, -0.328
Si, -0.2977, -0.9066, 1.1543
Si, 1.2299, -1.5092, -0.2326
Si, -1.4286, 1.1952, 0.3057
Si, 0.2647, 0.6877, 1.5301
Si, 2.1231, 0.0837, 0.4481
Si, -0.5303, -0.8679, 1.5623
Si, 1.284, -0.9112, -1.0256
Si, -4.4051, 12.4309, -0.0616
Si, 0.1694, 3.1839, -1.1623
Si, 0.2761, 1.7961, -1.4163
Si, 4.1518, -5.3816, 2.7196
Si, -2.2057, -2.203, 5.9177
Si, -3.269, -5.2849, -2.1012
Si, 1.5462, 7.4641, 0.5803
Si, -2.6769, 4.1485, -1.5761
Si, -0.6217, -5.6873, -2.2242
Si, 0.19, 4.5882, 0.5479
Si, 3.3142, 3.2577, 5.0131
Si, 0.5707, -5.6632, 0.2986
Si, 6.7357, -1.009, 2.7037
Si, 5.4569, 3.3799, -4.1597
Si, -2.8519, 2.1966, 0.7059
Si, -4.5293, -8.1683, 3.1749
Si, 4.3392, 5.297, 3.6984
Si, 10.7121, -4.2573, -4.0761
Si, -5.138, -3.8217, 2.9624
Si, 2.3639, 1.2599, 2.4858
Si, -2.252, -3.5753, -1.9331
Si, 1.941, 4.6915, 0.2049
Si, 5.2852, 3.6417, 0.1458
Si, -1.0838, -3.4834, -1.0821
Si, 0.4194, -2.4151, 9.3269
Si, 5.4286, 7.3763, -4.4372
Si, 0.2777, 4.745, -5.3025
O, 1.3035, 1.7138, -2.1886
O, -0.8134, -3.4862, -2.6742
O, -0.1084, 4.2994, -2.325
O, -0.57, 0.5896, -0.7031
O, -0.2412, 0.0107, -0.2392
O, -3.7872, -3.7055, -0.4574
O, 1.5316, -0.5149, 0.1973
O, 1.1741, -6.7574, 1.0124
O, -1.2247, 0.761, 0.9304
O, -5.1834, -7.2595, 3.0415
O, -0.1585, -7.0299, 6.1678
O, -0.7185, 5.6622, 3.7146
O, -6.9463, 5.6556, 2.5256
O, -1.5149, 1.9329, -1.5758
O, 4.4613, -14.4961, -0.0957
O, -0.8124, -2.0481, 0.1995
O, -3.2277, 4.1562, -1.783
O, -0.0258, 1.0873, 0.156
O, 0.2085, -0.56, -0.9636
O, -0.0517, 2.722, 0.1676
O, 0.5278, 0.2177, 0.9023
O, -0.0835, 0.3644, 2.039
O, -0.6389, -0.3885, 1.4756
O, 0.1876, 0.0085, -1.1176
O, 0.3797, 1.7862, -0.3181
O, 0.0171, 0.7202, -2.2669
O, -0.1082, 0.1859, -0.7484
O, -0.9783, 0.3561, -0.5164
O, 0.9477, 0.7709, -3.2906
O, -0.2124, 4.668, -7.9232
O, 1.6794, -2.9727, -1.3862
O, -2.68, -7.1001, -3.246
O, 2.0401, 4.9909, 6.6254
O, -0.9714, 1.2812, 1.4685
O, 0.3744, 0.0401, 1.2187
O, -0.8846, 0.9464, 2.0391
O, -8.6958, 2.7155, 3.6945
O, -0.6505, -1.0504, -1.2822
O, 1.3069, -2.0865, -0.5526
O, 3.948, 0.6187, -2.7039
O, -0.1711, -0.2491, 0.7917
O, -0.9728, -1.0195, 0.8336
O, -2.0458, 0.3703, 1.7115
O, -0.179, 1.8896, -1.508
O, -0.4105, -3.5921, 1.4998
O, 0.87, -0.8575, 1.8285
O, -0.3204, 0.1093, -0.5164
O, 0.1191, -0.2527, -0.1272
O, -0.5121, 1.5036, 1.4663
O, 1.2256, -2.7182, -6.9198
O, -1.4582, 0.4443, -0.5214
O, -0.4282, 0.0041, -0.5795
O, 1.2464, -1.1264, 1.4101
O, -0.5106, 2.3625, 1.9945
O, 1.3696, -1.0292, -0.4071
O, 3.1888, 0.987, 2.2951
O, -2.3645, -2.1446, -2.1858
O, -0.7642, -1.3526, -0.0824
O, 2.3701, -0.4491, 0.39
O, 0.1629, -0.4219, -0.8847
O, -1.0307, 2.6785, 0.5887
O, 5.4127, 4.1305, -0.8962
O, 0.2059, 2.4576, 0.5163
O, 0.6181, -1.207, -0.19
O, 0.872, 0.6143, -0.5428
O, 0.0819, -1.319, -5.1517
O, -0.682, 1.916, -1.8942
O, -1.3129, 0.1668, -2.012
O, -0.8332, -1.0502, -1.1378
O, -0.5943, 0.5053, 1.5258
O, -6.1699, 0.2296, 5.1879
O, 1.6809, -2.2238, -2.7536

The program warned: the cutoff lies below the one the program advises for these potential files.
